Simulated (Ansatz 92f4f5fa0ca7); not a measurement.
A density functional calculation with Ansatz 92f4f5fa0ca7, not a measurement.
Periodic cell of 226 atoms, Si134O92, from a study of silicon, its oxide and their interface. The atomic structure is a simulated model.
Doubt: the cutoff is low for norm-conserving oxygen, so forces and energies are approximate.

Settings
functional: HSE06
potential files: SPMS norm-conserving
basis: plane waves
wave-function cutoff: 800 eV
density cutoff ratio: 4
exchange-correlation grid ratio: 1
k mesh: 1 x 1 x 1, Gamma-centred
occupations: fixed
spin: none
net charge: 0

Cell vectors (angstrom)
a, 10.938, 0, 0
b, 0, 10.938, 0
c, 0, 0, 32.6528

Atoms: element, x, y, z (angstrom)
Si, -0.2114, 0.1474, 25.1728
Si, 5.2522, 0.156, 25.1865
Si, 2.9889, 2.3625, 25.2308
Si, 8.5332, 2.4446, 25.2427
Si, -0.2904, 5.585, 25.2598
Si, 5.2606, 5.5617, 25.0519
Si, 3.0916, 7.9187, 25.1291
Si, 8.4269, 7.8318, 25.2267
Si, 1.3787, 1.2657, 26.5356
Si, 6.8535, 1.3294, 26.4766
Si, 4.1185, 4.0323, 26.4646
Si, 9.5893, 4.0264, 26.6292
Si, 1.3974, 6.8032, 26.409
Si, 6.8177, 6.7037, 26.4895
Si, 4.1626, 9.4885, 26.5289
Si, 9.5685, 9.4954, 26.4842
Si, 2.7603, -0.0788, 27.8831
Si, 8.2055, -0.0459, 27.8566
Si, 0.0682, 2.6918, 27.9133
Si, 5.513, 2.7256, 27.8582
Si, 2.7381, 5.4344, 27.83
Si, 8.191, 5.4132, 27.9068
Si, 0.0533, 8.183, 27.8424
Si, 5.5323, 8.155, 27.881
Si, 4.1018, 1.3673, 29.2346
Si, 9.5708, 1.3673, 29.2346
Si, 1.3673, 4.1018, 29.2346
Si, 6.8362, 4.1018, 29.2346
Si, 4.1018, 6.8362, 29.2346
Si, 9.5708, 6.8362, 29.2346
Si, 1.3673, 9.5708, 29.2346
Si, 6.8362, 9.5708, 29.2346
Si, 0, 0, 30.6018
Si, 5.469, 0, 30.6018
Si, 2.7345, 2.7345, 30.6018
Si, 8.2035, 2.7345, 30.6018
Si, 0, 5.469, 30.6018
Si, 5.469, 5.469, 30.6018
Si, 2.7345, 8.2035, 30.6018
Si, 8.2035, 8.2035, 30.6018
Si, 1.3673, 1.3673, 31.9691
Si, 6.8362, 1.3673, 31.9691
Si, 4.1018, 4.1018, 31.9691
Si, 9.5708, 4.1018, 31.9691
Si, 1.3673, 6.8362, 31.9691
Si, 6.8362, 6.8362, 31.9691
Si, 4.1018, 9.5708, 31.9691
Si, 9.5708, 9.5708, 31.9691
Si, 2.7345, 0, 0.6835
Si, 8.2035, 0, 0.6835
Si, 0, 2.7345, 0.6835
Si, 5.469, 2.7345, 0.6835
Si, 2.7345, 5.469, 0.6835
Si, 8.2035, 5.469, 0.6835
Si, 0, 8.2035, 0.6835
Si, 5.469, 8.2035, 0.6835
Si, 4.1018, 1.3673, 2.0507
Si, 9.5708, 1.3673, 2.0507
Si, 1.3673, 4.1018, 2.0507
Si, 6.8362, 4.1018, 2.0507
Si, 4.1018, 6.8362, 2.0507
Si, 9.5708, 6.8362, 2.0507
Si, 1.3673, 9.5708, 2.0507
Si, 6.8362, 9.5708, 2.0507
Si, 0, 0, 3.418
Si, 5.469, 0, 3.418
Si, 2.7345, 2.7345, 3.418
Si, 8.2035, 2.7345, 3.418
Si, 0, 5.469, 3.418
Si, 5.469, 5.469, 3.418
Si, 2.7345, 8.2035, 3.418
Si, 8.2035, 8.2035, 3.418
Si, 1.3725, 1.4289, 4.87
Si, 6.8087, 1.4156, 4.7624
Si, 4.0892, 4.0622, 4.758
Si, 9.5644, 4.1011, 4.7615
Si, 1.3103, 6.9368, 4.7638
Si, 6.7507, 6.9409, 4.7214
Si, 4.0383, 9.6319, 4.863
Si, 9.543, 9.5882, 4.7625
Si, 2.7439, 0.1284, 6.3637
Si, 8.1655, 0.0345, 6.0729
Si, -0.0077, 2.8353, 6.264
Si, 5.4948, 2.7759, 6.193
Si, 2.7006, 5.5021, 5.9686
Si, 8.1241, 5.5351, 5.9235
Si, -0.0418, 8.3263, 6.2138
Si, 5.4364, 8.2658, 6.2135
Si, 4.4975, 1.2336, 7.6834
Si, 9.6255, 1.257, 7.433
Si, 1.0787, 4.6544, 7.4476
Si, 6.6302, 4.4873, 7.3585
Si, 4.2457, 6.5713, 7.3485
Si, 9.5721, 6.6838, 7.282
Si, 0.9906, 10.0084, 7.5806
Si, 6.6725, 9.836, 7.5116
O, 9.602, 1.2819, 24.7488
O, 4.1408, 6.7217, 24.6592
O, 4.1022, 1.2509, 24.7291
O, 9.5346, 6.7001, 24.768
O, -0.2446, 5.5715, 7.6767
O, 5.5448, -0.0011, 7.9523
O, -0.1665, 0.1887, 7.8791
O, 5.4312, 5.5227, 7.8141
O, 7.4669, 4.043, 8.6898
O, 8.682, 7.0384, 8.6113
O, 1.3861, 9.5438, 9.1022
O, 8.7932, 1.769, 8.7438
O, 7.3895, 9.2958, 8.881
O, 4.2957, 1.9431, 9.1669
O, 3.2989, 7.0101, 8.6204
O, 1.7881, 4.8192, 8.934
O, 7.9795, 3.2413, 23.9375
O, 0.1974, 4.6791, 23.9948
O, 2.2612, 2.9929, 23.9167
O, 5.9005, 4.8374, 23.6974
O, 5.9133, 10.4185, 23.8466
O, 2.6066, 8.8233, 23.8447
O, 0.4943, 10.4288, 23.8442
O, 7.676, 8.4422, 23.916
Si, -2.7021, 6.2791, 20.9928
Si, 8.6618, 5.7865, 18.1683
Si, -0.414, 1.8879, 14.489
Si, -5.3836, 7.8752, 20.736
Si, 3.3212, 7.2085, 16.3751
Si, 15.3574, 5.4056, 11.4946
Si, 1.4044, 9.4238, 22.9478
Si, 8.232, -2.0591, 17.7141
Si, -2.9418, 2.8493, 9.6428
Si, 0.493, 8.7236, 10.1795
Si, 6.651, 9.2629, 22.9882
Si, 2.6632, 9.9006, 17.3699
Si, 11.3232, 5.6874, 13.538
Si, -0.101, 7.7656, 21.0313
Si, 7.5006, 2.3337, 20.4142
Si, 8.4104, 8.273, 9.6196
Si, 0.7253, -2.1219, 13.2407
Si, 16.3094, 9.2231, 16.4748
Si, 10.7189, 2.3366, 20.7629
Si, 3.0675, 5.0197, 14.2273
Si, 6.2476, 4.0862, 18.1761
Si, 1.1091, -0.5497, 20.1549
Si, 5.1963, 3.5389, 15.3702
Si, 4.8639, 12.2595, 13.2855
Si, 7.4191, 5.0461, 14.053
Si, 2.2366, 6.2468, 9.602
Si, 9.2969, 10.0685, 14.9855
Si, 1.0962, 3.7082, 23.0766
Si, 3.9339, -5.1381, 19.1359
Si, 6.4583, -1.0254, 13.7541
Si, 2.1787, 11.0722, 14.567
Si, 9.9784, 4.6084, 15.8369
Si, 5.077, 2.5429, 10.472
Si, 9.2573, 3.7011, 12.31
Si, -4.205, 7.354, 12.1675
Si, 7.1423, 10.1899, 20.2268
Si, 7.1381, 4.1239, 22.8911
Si, 12.2047, 4.9565, 20.4565
O, 7.4412, 6.5055, 13.3594
O, 0.5399, 6.4081, 20.4142
O, 9.8389, 4.9837, 17.3953
O, 13.1177, 10.8997, 16.1863
O, 5.602, -4.44, 11.4075
O, 5.6036, 3.3007, 16.9135
O, 5.7568, -0.8223, 15.1967
O, 7.2049, 5.2905, 17.6671
O, 9.1092, 2.2712, 20.6161
O, -1.6622, 7.4681, 21.282
O, 7.7566, 3.9813, 12.8755
O, 4.4784, 1.9756, 11.8601
O, -2.9072, -1.091, 14.0234
O, 4.8562, 4.1401, 10.5948
O, 11.1288, 2.5858, 22.3227
O, 10.4517, 9.2582, 14.21
O, 5.5228, 8.2763, 22.3175
O, -0.0497, 5.7105, 15.0973
O, 12.607, 4.701, 13.489
O, -0.3896, 3.1113, 15.5658
O, 1.9003, 10.1853, 21.5841
O, -4.1011, 6.9176, 20.5245
O, -6.6451, 9.9762, 17.4237
O, 0.1181, 9.0817, 20.0856
O, 2.0232, -0.6251, 18.8044
O, 6.042, 8.6171, 12.8942
O, 5.1117, 4.701, 19.1452
O, 9.8638, 8.9362, 9.85
O, 4.2915, 7.0575, 20.1333
O, 1.0274, 1.2163, 14.2119
O, 7.5438, 9.8662, 21.7727
O, 5.5158, 2.2988, 14.3989
O, 8.0475, 5.3151, 22.2671
O, 6.0394, 4.8017, 14.8252
O, 4.1671, 5.0952, 13.0513
O, 6.6868, -2.1511, 17.275
O, 11.6977, 7.2028, 13.1502
O, 9.9305, 2.4499, 13.0873
O, 3.721, 6.2703, 17.6144
O, 6.7772, 3.1152, 21.6588
O, 1.9841, 9.599, 13.893
O, -0.7513, 5.0238, 12.5765
O, 0.5449, 8.1377, 22.4671
O, 9.0595, 3.3866, 10.743
O, 6.6681, 2.2182, 10.3298
O, 5.797, 9.2943, 19.9709
O, 0.965, 7.1799, 9.9749
O, 3.6139, 3.8867, 15.2466
O, -2.4095, 4.798, 15.1807
O, 11.3195, 3.6592, 19.9989
O, 6.004, 0.2497, 12.9043
O, 11.3258, 0.9146, 20.2235
O, 3.0085, 5.9725, 10.977
O, 2.5726, 5.069, 19.5486
O, -2.1296, 7.385, 17.9564
O, 2.8092, 6.3529, 15.1127
O, 4.6801, -3.0322, 15.8601
O, 0.678, 9.2689, 11.6861
O, 1.7681, 4.656, 21.9626
O, 9.5953, 0.7129, 15.085
O, -2.1442, 5.429, 19.7395
O, 6.9114, 11.7785, 20.2138
O, 7.146, 3.0705, 19.0292
O, 9.0819, 9.5473, 16.5087
O, 3.5491, 0.6957, 13.9615
O, 7.8037, 7.8133, 11.0439
O, 8.2357, 9.7507, 19.0961
O, 2.3012, 8.364, 16.9183

Results
free energy: -56397.294 eV
free energy less fixed offsets of O -447.96, Si -113.29 eV per atom: -4.114 eV
gap between the highest filled and lowest empty level on this k mesh: 1.208 eV

The program warned: the cutoff lies below the one the program advises for these potential files; the forces do not sum to zero within the program's tolerance; the exchange-correlation potential is rough where the density is thin.
